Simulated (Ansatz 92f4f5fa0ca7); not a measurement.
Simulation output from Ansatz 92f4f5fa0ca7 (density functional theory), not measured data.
Periodic cell of 279 atoms, Si168O105H6, from a study of silicon, its oxide and their interface. The atomic structure is a simulated model.

Settings
functional: PBE
potential files: Ansatz PAW
basis: plane waves
wave-function cutoff: 700 eV
density cutoff ratio: 5
exchange-correlation grid ratio: 1
k mesh: 2 x 2 x 1, shifted by 0.5 0.5 0.5 of a step
self-consistency stop: 5e-08 eV per atom in the density residual
occupations: fixed
spin: none
net charge: 0

Cell vectors (angstrom)
a 11.6015 0 0
b 0 13.3963 0
c 0 0 30.752

Atoms: element, x, y, z (angstrom)
Si 11.5505 0.1175 24.2179
Si 3.7995 0.1503 24.0466
Si 7.7319 0.1706 23.9539
Si 1.6866 3.4973 23.9666
Si 5.6907 3.4849 23.9522
Si 9.5906 3.4511 24.1009
Si 11.5627 6.8276 24.0836
Si 3.822 6.8413 23.9991
Si 7.743 6.7803 24.0211
Si 1.8905 10.2555 24.1403
Si 5.8098 10.1088 23.9693
Si 9.6622 10.1527 24.0943
Si 11.4914 2.3429 24.9438
Si 3.728 2.3998 24.7209
Si 7.6258 2.3641 24.8017
Si 1.8956 5.6963 24.7977
Si 5.7625 5.7015 24.7705
Si 9.6504 5.6767 24.8562
Si 11.5879 9.0467 24.8657
Si 3.842 9.0625 24.7947
Si 7.7289 9.0126 24.8203
Si 1.9154 12.4379 24.9695
Si 5.7857 12.387 24.6879
Si 9.599 12.3787 24.8547
Si 11.5559 2.2896 27.2736
Si 3.812 2.3087 27.1316
Si 7.6752 2.2834 27.1768
Si 1.9201 5.6294 27.178
Si 5.7769 5.6297 27.1609
Si 9.6435 5.6321 27.2146
Si 11.5925 8.9848 27.2197
Si 3.8568 8.9847 27.1788
Si 7.7162 8.9688 27.1923
Si 1.9245 12.3494 27.2965
Si 5.7881 12.3308 27.1098
Si 9.6259 12.334 27.215
Si 1.9123 1.19 28.0107
Si 5.7448 1.157 27.9533
Si 9.6136 1.1652 28.0001
Si 11.5855 4.5243 28.0035
Si 3.8503 4.5132 27.978
Si 7.7037 4.5061 27.9822
Si 1.9279 7.8576 27.9852
Si 5.7837 7.8485 27.9793
Si 9.6548 7.8611 27.9974
Si 11.5737 11.2151 28.0023
Si 3.8772 11.2095 27.9853
Si 7.6994 11.2051 27.982
Si 1.9336 1.1164 30.3571
Si 5.8008 1.1164 30.3571
Si 9.6679 1.1164 30.3571
Si 0 4.4654 30.3571
Si 3.8672 4.4654 30.3571
Si 7.7343 4.4654 30.3571
Si 1.9336 7.8145 30.3571
Si 5.8008 7.8145 30.3571
Si 9.6679 7.8145 30.3571
Si 0 11.1635 30.3571
Si 3.8672 11.1635 30.3571
Si 7.7343 11.1635 30.3571
Si 0 0 0.3944
Si 3.8672 0 0.3944
Si 7.7343 0 0.3944
Si 1.9336 3.3491 0.3944
Si 5.8008 3.3491 0.3944
Si 9.6679 3.3491 0.3944
Si 0 6.6981 0.3944
Si 3.8672 6.6981 0.3944
Si 7.7343 6.6981 0.3944
Si 1.9336 10.0472 0.3944
Si 5.8008 10.0472 0.3944
Si 9.6679 10.0472 0.3944
Si 11.6106 -0.0146 2.7749
Si 3.8606 -0.0331 2.7545
Si 7.7743 -0.0166 2.7407
Si 1.9404 3.2908 2.7718
Si 5.7864 3.2999 2.794
Si 9.6721 3.305 2.8014
Si 11.6155 6.6305 2.7573
Si 3.8818 6.661 2.7743
Si 7.7709 6.6347 2.7817
Si 1.9591 10.0185 2.7548
Si 5.8446 9.9699 2.7374
Si 9.6817 10.0131 2.7501
Si 11.6154 2.201 3.6354
Si 3.8521 2.1678 3.6281
Si 7.7242 2.1854 3.6069
Si 1.9487 5.514 3.5497
Si 5.8194 5.5423 3.5766
Si 9.7068 5.5215 3.635
Si 11.6213 8.8732 3.4709
Si 3.8999 8.9049 3.5477
Si 7.7827 8.8609 3.5718
Si 1.9298 12.2416 3.5609
Si 5.835 12.2271 3.377
Si 9.6928 12.2367 3.5575
Si 11.6227 2.1341 6.0487
Si 3.8342 2.0874 6.0387
Si 7.7167 2.1126 5.9965
Si 1.9741 5.445 5.9142
Si 5.8403 5.4975 5.9478
Si 9.7414 5.4411 6.0493
Si 11.658 8.7903 5.8027
Si 3.9482 8.8887 5.9158
Si 7.8421 8.7962 5.9558
Si 1.9334 12.1597 5.9373
Si 5.8872 12.1602 5.6725
Si 9.7221 12.1818 5.9298
Si 1.8825 0.9225 6.885
Si 5.7816 0.8862 6.6595
Si 9.6678 1.006 6.736
Si 11.7037 4.3407 6.9118
Si 3.9134 4.3588 6.7075
Si 7.7535 4.3537 6.7337
Si 2.0149 7.7062 6.5552
Si 5.8619 7.7472 6.7125
Si 9.8132 7.6863 6.768
Si 11.6168 10.9581 6.6871
Si 3.9742 11.1703 6.5751
Si 7.7694 11.0536 6.6172
H 3.8948 4.433 8.2086
H 7.7003 4.3615 8.2335
H 9.6432 0.9819 8.2379
O 5.6674 0.4752 8.2868
O 2.0189 7.6898 8.1987
O 4.2189 11.5252 8.1945
O 5.7916 7.8572 8.3757
O 1.7222 0.732 8.5563
O 11.8954 4.2729 8.5949
O 7.6977 11.0966 8.2699
O 11.4814 10.7098 8.3302
O 10.1228 7.7478 8.4261
H 9.6524 3.4225 22.6016
H -0.0632 6.827 22.5833
H 9.7151 10.1288 22.5982
O 1.7808 10.5263 22.5099
O 11.5129 13.5603 22.5709
O 7.8725 6.6689 22.3549
O 5.8453 9.9236 22.3032
O 7.8666 0.3693 22.285
O 1.1846 3.628 22.363
O 3.7737 6.9325 22.3312
O 5.6734 3.4771 22.2837
O 3.619 0.2576 22.3859
Si 9.5666 7.0681 9.8175
Si 4.9223 12.6763 9.136
Si 5.4939 13.0255 16.3573
Si 4.2824 2.2746 13.5894
Si 7.5058 7.2898 20.8919
Si 7.3357 12.9928 20.9434
Si 1.7468 7.6681 9.7806
Si 3.6116 2.2107 19.3896
Si 6.6834 3.9397 14.069
Si 9.2544 5.8751 13.9931
Si 11.5726 5.004 10.0313
Si 0.5064 5.8276 18.9505
Si 0.7214 2.9869 15.695
Si 1.7885 0.7588 12.867
Si 8.2656 9.3476 16.5567
Si 5.6553 5.6187 16.5941
Si 2.5844 6.3426 13.7311
Si 9.94 8.5534 12.6045
Si 4.3751 6.7527 20.8272
Si 1.9805 8.2788 19.407
Si 10.1789 6.933 16.755
Si 0.7626 9.1343 16.7088
Si 6.7897 10.0919 20.9722
Si 7.7944 5.0668 18.9751
Si 4.3303 7.4112 11.6043
Si 4.118 13.0906 20.9338
Si 1.1102 3.2491 20.7756
Si 0.5279 10.6146 9.8237
Si 0.2787 4.3702 12.974
Si 2.652 5.3573 16.628
Si 7.2651 10.9894 9.8313
Si 9.5066 0.1027 18.9389
Si 1.2825 9.1308 13.7439
Si 10.5568 13.2275 14.0878
Si 9.6279 2.8811 17.5246
Si 7.9982 1.4729 15.3079
Si 2.1519 -0.0879 9.9181
Si 6.5963 7.8809 9.7927
Si 10.4253 11.4372 16.5962
Si 5.5145 8.7434 15.7575
Si 9.6193 11.2465 11.7537
Si 0.1535 0.1834 20.9838
Si 4.0293 9.9647 13.1443
Si 5.5776 3.9185 20.7211
Si 6.0466 10.4621 18.0785
Si 3.2393 1.741 16.4253
Si 4.3458 12.7576 13.6132
Si 2.0667 11.0427 21.0017
O 5.503 7.1242 15.9792
O 9.1585 7.4516 13.535
O 3.7771 -0.0335 10.0698
O 0.228 4.0234 11.3468
O 5.0952 9.4774 17.1735
O 7.9595 7.0196 9.6874
O 3.6086 11.5456 20.7796
O 9.3235 0.7523 14.6749
O 1.6377 1.6119 15.9586
O 10.4188 13.1004 20.2091
O 7.0761 4.2521 20.1896
O 5.7395 7.0283 10.8961
O 2.3891 10.1142 13.0504
O 4.1344 0.4276 16.8063
O 9.3234 10.4172 15.9408
O 3.1465 7.3476 10.5144
O 2.7289 2.153 12.9836
O 1.4688 9.5348 15.3095
O 5.1186 2.6757 19.775
O 0.2899 0.6311 13.549
O 8.935 7.9447 17.067
O 0.1931 3.199 14.1413
O 7.8835 8.8767 20.8312
O 10.551 5.2859 13.2041
O 0.4764 1.7437 20.5458
O 1.7101 7.6296 13.3355
O 5.0023 0.8202 13.216
O 1.7551 9.7286 20.1012
O 0.8077 7.1887 19.8368
O 5.3056 3.5246 13.1753
O 4.1858 5.1357 17.1306
O 5.8869 7.322 20.6656
O 7.9749 0.1112 19.5257
O 10.756 6.1028 18.0489
O 5.8305 12.0067 17.5815
O 7.7177 11.4194 21.1355
O 4.9924 12.2447 15.0239
O 3.2325 2.5374 17.8439
O 10.9902 10.9557 10.9261
O 11.0485 3.1442 16.7206
O 9.9159 12.4098 12.8408
O 7.3781 2.4665 14.181
O 4.0041 6.4465 12.9014
O 0.3762 4.4685 19.8967
O 4.0861 2.4476 15.2145
O 6.1414 4.5783 15.4524
O 1.5195 0.5819 11.2627
O 1.7009 11.7418 9.8807
O 11.5667 10.4616 17.2745
O 2.7682 6.3896 15.3551
O 1.8356 4.1204 15.9886
O 8.4532 2.4781 16.4941
O 10.1009 7.9302 11.0985
O 7.8825 5.0185 13.6091
O 6.7291 5.5175 17.8168
O 9.6307 5.8805 15.6069
O 10.0095 5.499 9.9775
O -0.2653 9.15 13.2434
O 8.4487 11.669 10.7172
O 4.5215 5.1564 20.5112
O 1.7944 5.7554 17.9437
O 1.1327 9.1321 10.1829
O 2.7166 13.0109 13.6045
O 6.9531 9.4254 10.2103
O 11.0402 12.2862 15.3421
O 9.9087 1.611 18.4931
O 11.401 7.8833 16.2535
O 0.8133 6.396 10.1905
O 4.6349 11.4257 12.723
O 7.6106 10.0398 17.8754
O 4.5447 8.9646 11.9999
O 5.7279 13.1551 20.8403
O 2.6399 3.1461 20.2789
O 1.8548 8.6195 17.8018
O 4.5356 9.2919 14.5709
O 7.0866 9.1215 15.442
O 9.7575 12.4431 17.7061
O 3.4706 0.6294 19.7582
O 3.4202 7.5894 19.7933
O 1.7283 5.069 13.2192
O 5.7986 10.2566 19.6716
O 9.0459 9.9073 12.5056
O 1.2082 12.3829 20.6168
O 5.9695 11.927 10.1137
O 9.0111 4.1444 18.375
O 6.8482 0.4803 15.9489
O 8.2947 6.4509 19.7223

Results
free energy: -166634.634 eV
free energy less fixed offsets of H -17.10, O -569.03, Si -635.61 eV per atom: -1.404 eV

Forces (eV/angstrom), in the order of the atoms: element, x, y, z
Si -0.0116 -0.0097 -0.0466
Si -0.0303 0.0024 -0.0379
Si 0.0327 -0.0019 -0.0334
Si -0.0556 -0.018 -0.0479
Si 0.027 -0.0142 -0.031
Si 0.0244 -0.017 -0.0077
Si -0.0127 -0.0073 -0.0241
Si -0.0019 -0.0046 -0.0533
Si 0.0157 -0.0081 -0.0396
Si -0.0151 0.0133 -0.0375
Si 0.006 -0.0043 -0.0353
Si 0.0136 -0.011 -0.017
Si -0.0027 0.0011 -0.0367
Si -0.0131 0.0137 0.0096
Si 0.0005 0.0035 -0.0115
Si 0.0111 0.0114 -0.0098
Si -0.0055 0.0022 -0.0019
Si -0.0015 0.0044 -0.0112
Si 0.0045 0.004 -0.0187
Si -0.016 0.003 -0.0034
Si -0.0018 -0.0027 -0.0053
Si 0.0007 -0.0043 -0.0391
Si 0.0034 -0.0021 0.0236
Si -0.0216 0.0147 -0.014
Si 0.0175 0.013 0.0015
Si -0.0088 0.0168 -0.0173
Si -0.0032 0.0006 0.0024
Si 0.0049 0.0113 0.0001
Si -0.0006 0.0189 -0.0156
Si -0.0097 0.0095 0.001
Si 0.0155 0.0084 0.0047
Si -0.004 0.0199 -0.0132
Si -0.003 0.0166 0.0026
Si -0.0024 0.0146 -0.0034
Si 0.0028 0.0182 -0.0095
Si -0.0061 0.0088 0.0015
Si 0.0036 -0.0108 -0.015
Si 0.0198 -0.0041 0.0076
Si -0.0132 -0.0001 -0.0285
Si -0.0058 -0.0046 -0.0276
Si -0.0095 -0.0087 -0.0057
Si 0.0081 -0.0018 -0.0044
Si -0.0098 -0.0032 -0.0124
Si 0.0166 -0.0038 -0.0028
Si -0.0119 -0.0072 -0.0292
Si -0.0036 -0.0013 -0.0263
Si 0.0143 -0.0045 -0.0113
Si -0.0117 -0.0113 -0.0085
Si 0.0535 0.173 0.0943
Si -0.119 0.0439 -0.2202
Si -0.1496 0.0539 0.0153
Si 0.0121 0.1665 0.0952
Si -0.0047 0.0624 -0.0592
Si -0.0651 0.0824 -0.0164
Si 0.0339 0.0416 -0.0108
Si -0.0526 0.0805 -0.0974
Si -0.0337 0.0758 0.0511
Si -0.0784 0.0607 0.1192
Si 0.0913 0.0601 -0.0087
Si -0.108 0.0543 -0.0735
Si 0.0245 0.0134 0.0669
Si -0.0955 0.022 -0.0411
Si 0.1897 0.0343 -0.1718
Si -0.0051 -0.173 0.115
Si -0.0416 -0.0917 0.2093
Si 0.0326 -0.0923 0.2516
Si -0.0265 -0.184 -0.0049
Si 0.019 -0.0493 0.1008
Si 0.1012 -0.116 0.1406
Si 0.0567 -0.0263 -0.0928
Si 0.0942 -0.2037 -0.1546
Si -0.0154 -0.0477 -0.0767
Si 0.0044 0.0062 -0.0015
Si -0.0112 0.0054 0.0234
Si 0.0018 0.0014 0.0218
Si -0.0097 0.0077 0.0076
Si 0.0206 0.01 -0.0008
Si 0.0043 -0.0059 0.0074
Si -0.0098 0.0029 0.0029
Si 0.0216 0.0019 0.0125
Si -0.0081 0.0054 0.0027
Si 0.0099 0.0013 0.0094
Si 0.0041 0.0106 0.0177
Si -0.014 0.0028 0.0147
Si 0.0157 -0.0075 -0.0027
Si -0.0005 -0.0119 0.0155
Si -0.0103 -0.0023 -0.0039
Si -0.0172 -0.0167 0.0095
Si -0.0055 -0.0026 -0.0125
Si 0.0163 -0.0059 0.0104
Si -0.0073 -0.0103 -0.0027
Si -0.0038 -0.013 -0.0097
Si 0.0145 -0.0228 0.0088
Si -0.0126 -0.0192 0.0032
Si 0.0137 -0.0166 -0.0094
Si 0.0017 -0.019 0.0069
Si 0.0146 0.0084 -0.0047
Si -0.0232 0.0063 0.01
Si -0.015 -0.0057 0.0033
Si -0.0131 0.0128 0.0199
Si -0.0062 0.0071 0.0211
Si 0.0254 -0.0169 -0.0092
Si 0.0017 0.0167 0.034
Si -0.0003 -0.015 0.0015
Si 0.0014 0.0018 -0.0108
Si -0.0345 -0.0262 -0.0101
Si 0.0293 -0.0002 0.0436
Si -0.0043 -0.0072 -0.0009
Si 0.0039 0.0162 0.0526
Si -0.0031 -0.0088 0.0569
Si -0.003 0.0005 0.0128
Si 0.0198 0.0143 0.0531
Si 0.0046 -0.0045 0.0313
Si -0.0241 0.0171 0.0355
Si -0.0102 -0.0174 0.0435
Si -0.0108 -0.001 0.0391
Si 0.0395 0.0152 0.0381
Si -0.0115 0.0087 0.0541
Si 0.0422 0.0282 0.0355
Si -0.0072 0.001 0.0263
H -0.0006 -0.0044 -0.0027
H 0.0011 -0.0071 -0.0002
H 0.0027 -0.0068 -0.001
O -0.0093 -0.0255 0.0112
O -0.0023 -0.0051 0.0096
O -0.0179 0.008 0.0151
O 0.0224 -0.0091 0.0261
O 0.0329 -0.0261 0.0176
O -0.0237 0.002 0.0291
O -0.0021 -0.0098 0.0048
O 0.0186 -0.0088 0.0087
O -0.0353 -0.0197 0.0063
H -0.001 0.0045 0.0005
H 0.0025 0.0075 0.0012
H 0.0023 0.0068 0.0004
O 0.0248 0.0018 -0.0255
O 0.0061 0.003 -0.0284
O -0.0248 0.0232 -0.028
O 0.0225 0.0173 -0.0321
O -0.0198 0.0027 -0.0175
O 0.0417 0.0013 -0.0469
O 0.0232 0.0107 -0.0299
O -0.008 0.0139 -0.0443
O 0.032 -0.0081 -0.0205
Si -0.0057 -0.0156 0.0073
Si -0.0043 0.001 0.0038
Si 0.0038 -0.0042 0.0078
Si 0.0043 0.0066 -0.0025
Si 0.0055 0.0087 0.0051
Si -0.003 -0.0051 0.0087
Si -0.006 0.0143 0.0003
Si 0.0037 0.0002 -0.0003
Si 0.001 -0.0016 -0.0029
Si -0.0012 0.0016 0.0023
Si -0.0033 -0.0039 -0.0001
Si -0.004 -0.0076 0.0041
Si -0.0035 -0.0026 -0.003
Si -0.0057 0.0028 -0.0027
Si 0 -0.0017 -0.0009
Si 0.003 -0.0021 0.0035
Si 0.0063 -0.0011 0.0015
Si -0.0028 -0.0019 0.0021
Si -0.0007 0.0034 0.0143
Si 0.0121 -0.0025 -0.0023
Si -0.0049 -0.009 0.0023
Si 0.0088 0.0026 -0.0018
Si 0.0021 0.0002 0.0113
Si 0.0049 0.0036 0.0012
Si 0.0068 -0.007 -0.0074
Si -0.0014 -0.0068 0.0116
Si -0.0033 0.0007 0.0298
Si 0.005 -0.0117 -0.0006
Si -0.0007 -0.0072 -0.0083
Si 0.0016 0.004 -0.001
Si -0.0118 -0.0025 0.0113
Si -0.002 -0.0057 0.0037
Si 0.0032 0.004 0.0027
Si 0.0017 0.0022 0.0049
Si -0.0023 -0.0003 -0.0029
Si -0.001 0.0035 0.0022
Si 0.0004 -0.0088 0.007
Si -0.0012 -0.0045 -0.0028
Si 0.0034 0.005 0
Si -0.0012 -0.0032 0.0006
Si -0.0009 0.0062 0.005
Si 0.0082 -0.0057 0.014
Si 0.0025 0.0018 -0.004
Si -0.0015 0.0052 0.011
Si -0.004 0.0036 0.007
Si 0.0008 0.0001 0.0101
Si 0.0029 -0.0048 0.0013
Si -0.0044 0.005 0.0105
O 0.011 0.0004 0.0094
O 0.0168 -0.0085 -0.0122
O -0.017 -0.0107 -0.0329
O -0.0023 0.0295 -0.0014
O 0.0402 0.0044 -0.0164
O 0.0128 0.0262 -0.0035
O -0.0108 0.0219 0.0117
O -0.0037 0.0004 0.001
O 0.0193 0.0113 0.0025
O 0.0227 0.0188 -0.0127
O -0.0072 0.0089 -0.0147
O -0.0228 0.0132 -0.006
O 0.0223 -0.0182 -0.0079
O 0.0033 0.0004 -0.008
O 0.0014 -0.0048 0.0266
O 0.0067 0.013 0.0199
O 0.0179 -0.0264 0.007
O -0.0128 -0.0126 0.0035
O -0.025 0.0007 0.0019
O -0.0074 -0.0194 -0.0086
O 0.0081 0.014 -0.0221
O 0.0053 0.0143 0.0195
O -0.0215 -0.006 0.0029
O -0.0052 -0.0044 0.0113
O 0.0027 -0.0048 0.0164
O 0.0191 -0.0034 0.0085
O -0.0315 0.0053 0.0197
O 0.0106 0.0031 0.0006
O 0.0155 0.0022 -0.0239
O 0.0004 -0.0054 0.0159
O 0.0114 0.0187 -0.0187
O 0.0008 -0.0146 0.0084
O 0.0182 -0.0053 0.0056
O 0.0247 0.0027 -0.0074
O 0.0028 -0.0234 -0.0187
O -0.0352 0.01 -0.0172
O 0.0093 0.0241 0.0086
O 0.0013 -0.0203 0.0034
O -0.0087 0.0018 -0.0103
O -0.003 -0.0021 -0.0104
O 0.0085 -0.0073 -0.0019
O 0.0098 0.0015 0.0158
O -0.0214 0.0143 -0.0157
O 0.0211 0.0119 -0.0097
O -0.0153 -0.0242 -0.0168
O -0.002 0.0106 -0.0019
O 0.0177 -0.0028 -0.0004
O -0.02 0.0141 0.0026
O -0.0068 -0.0084 -0.0271
O -0.006 -0.0134 -0.0219
O -0.0234 -0.0017 -0.0004
O 0.0257 -0.0158 0.0014
O -0.0247 0.0068 0.0092
O 0.0124 -0.0042 0.0039
O 0.0039 -0.0095 -0.0004
O 0.007 0.0186 -0.0084
O 0.0271 0.0236 -0.0025
O 0.0043 -0.01 0.0049
O 0.0039 -0.0185 -0.0017
O 0.0224 -0.0037 0.0125
O -0.018 -0.0081 0.0037
O 0.0085 -0.0059 -0.0275
O 0.0176 0.0193 -0.0142
O 0.0079 0.0097 -0.0271
O -0.0224 0.0024 0.0026
O -0.0183 -0.0025 -0.0169
O -0.0085 -0.0013 0.0197
O -0.0018 -0.0129 -0.0218
O -0.0217 -0.0041 -0.0015
O -0.0203 -0.0051 -0.0342
O -0.0202 -0.0111 0.0145
O -0.0017 -0.0064 -0.0019
O -0.0115 -0.0164 -0.0127
O -0.0303 0.0012 -0.0039
O 0.0089 -0.001 0.0031
O -0.0093 -0.0019 0.0331
O 0.0113 -0.0024 -0.0013
O 0.0206 0.0182 0.0132
O -0.0222 0.0002 0.007
O 0.0013 0.008 -0.0026
O 0.019 0.0038 -0.0004
O 0.0168 0 -0.0224
O -0.0147 -0.0056 0.028
O 0.0146 -0.0079 -0.0403
O -0.0138 -0.0051 -0.0014
O 0.003 0.0039 -0.0093
O -0.0231 0.0035 0.0082

The program warned: the cutoff lies below the one the program advises for these potential files; the exchange-correlation potential is rough where the density is thin.
